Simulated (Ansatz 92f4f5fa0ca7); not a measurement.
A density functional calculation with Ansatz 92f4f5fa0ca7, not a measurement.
Periodic cell of 224 atoms, Si133O89H1N1, from a study of silicon, its oxide and their interface. The atomic structure is a simulated model.
Doubt: the cutoff is far below the 930 eV that the study's wrapper takes by default for these files, so forces and energies are approximate.

Settings
functional: PBE
potential files: Ansatz PAW
basis: plane waves
wave-function cutoff: 580 eV
density cutoff ratio: 5
exchange-correlation grid ratio: 1
k mesh: 1 x 1 x 1, Gamma-centred
self-consistency stop: 5e-08 eV per atom in the density residual
occupations: fixed
spin: none
net charge: 0

Cell vectors (angstrom)
a	10.938	0	0
b	0	10.938	0
c	0	0	32.3926

Atoms: element, x, y, z (angstrom)
Si	0.2795	-0.1906	24.9483
Si	5.1975	0.4712	24.9372
Si	2.8839	2.6372	25.0233
Si	7.9266	2.9818	24.9323
Si	-0.2216	5.7578	24.9185
Si	5.7195	5.2434	24.9471
Si	2.5031	8.5041	24.8924
Si	8.4661	7.9946	24.8489
Si	1.3726	1.3845	26.3022
Si	6.8109	1.452	26.3166
Si	4.1127	4.1646	26.2978
Si	9.5623	4.1375	26.1979
Si	1.3611	6.9112	26.2348
Si	6.8739	6.8639	26.2012
Si	4.125	9.6487	26.1612
Si	9.5776	9.5918	26.2001
Si	2.7543	0.0036	27.6247
Si	8.1955	0.0084	27.5875
Si	-0.0318	2.7561	27.5972
Si	5.4342	2.7749	27.673
Si	2.7078	5.5175	27.6075
Si	8.2022	5.4822	27.6093
Si	-0.0247	8.2309	27.622
Si	5.4633	8.2261	27.5513
Si	4.1018	1.3673	28.9743
Si	9.5708	1.3673	28.9743
Si	1.3673	4.1018	28.9743
Si	6.8362	4.1018	28.9743
Si	4.1018	6.8362	28.9743
Si	9.5708	6.8362	28.9743
Si	1.3673	9.5708	28.9743
Si	6.8362	9.5708	28.9743
Si	0	0	30.3416
Si	5.469	0	30.3416
Si	2.7345	2.7345	30.3416
Si	8.2035	2.7345	30.3416
Si	0	5.469	30.3416
Si	5.469	5.469	30.3416
Si	2.7345	8.2035	30.3416
Si	8.2035	8.2035	30.3416
Si	1.3673	1.3673	31.7088
Si	6.8362	1.3673	31.7088
Si	4.1018	4.1018	31.7088
Si	9.5708	4.1018	31.7088
Si	1.3673	6.8362	31.7088
Si	6.8362	6.8362	31.7088
Si	4.1018	9.5708	31.7088
Si	9.5708	9.5708	31.7088
Si	2.7345	0	0.6835
Si	8.2035	0	0.6835
Si	0	2.7345	0.6835
Si	5.469	2.7345	0.6835
Si	2.7345	5.469	0.6835
Si	8.2035	5.469	0.6835
Si	0	8.2035	0.6835
Si	5.469	8.2035	0.6835
Si	4.1018	1.3673	2.0507
Si	9.5708	1.3673	2.0507
Si	1.3673	4.1018	2.0507
Si	6.8362	4.1018	2.0507
Si	4.1018	6.8362	2.0507
Si	9.5708	6.8362	2.0507
Si	1.3673	9.5708	2.0507
Si	6.8362	9.5708	2.0507
Si	0	0	3.418
Si	5.469	0	3.418
Si	2.7345	2.7345	3.418
Si	8.2035	2.7345	3.418
Si	0	5.469	3.418
Si	5.469	5.469	3.418
Si	2.7345	8.2035	3.418
Si	8.2035	8.2035	3.418
Si	1.486	1.3307	4.884
Si	6.8232	1.3908	4.7994
Si	4.0019	4.0954	4.7944
Si	9.622	4.0381	4.8458
Si	1.3757	6.8063	4.7645
Si	6.9558	6.7291	4.7364
Si	4.1479	9.5089	4.6783
Si	9.5533	9.594	4.7857
Si	2.9912	-0.1299	6.1904
Si	8.15	0.0163	6.2011
Si	0.0181	2.658	6.2937
Si	5.3782	2.7171	6.1222
Si	2.5417	5.3634	6.2217
Si	8.2917	5.415	6.2483
Si	0.0528	8.2004	6.0785
Si	5.4761	8.0887	5.9015
Si	4.3558	1.1834	7.6835
Si	9.8987	0.936	7.5436
Si	0.971	4.2512	7.7934
Si	6.5169	4.3256	7.3675
Si	4.3045	6.5516	7.1742
Si	9.3416	7.2007	7.426
Si	1.3384	9.6788	7.4075
Si	6.8884	9.293	7.3133
O	9.5939	6.8629	24.4241
O	3.9933	1.5234	24.5496
O	8.0884	8.2208	7.4779
O	2.9046	1.6431	8.3623
O	6.8104	4.1038	24.4241
O	1.3653	9.612	24.3984
O	5.4481	5.5217	7.761
O	0.1709	-0.1558	7.6678
O	6.8171	3.5242	8.788
O	6.3086	9.5503	8.834
O	9.7791	7.3407	9.0323
O	1.8668	9.1943	8.9104
N	5.4307	1.1002	9.1465
O	1.7321	3.7675	9.1635
O	9.6275	1.1905	9.1343
O	3.7464	7.4474	8.407
O	7.8715	8.5798	23.4285
O	8.4753	2.2034	23.5943
O	5.0342	5.897	23.6067
O	2.2573	3.2798	23.6449
O	10.6095	0.5978	23.6417
O	0.401	5.1625	23.5195
O	3.1783	7.8389	23.5444
O	5.5193	14.0917	19.1439
Si	11.3933	2.3778	20.7901
Si	7.8348	9.3901	22.0134
Si	2.2644	5.1736	13.5353
Si	12.266	7.3785	16.8094
Si	-0.1127	-4.6302	9.7051
Si	10.912	8.9077	14.7474
Si	-1.3905	-4.9822	17.6934
Si	1.6171	4.4508	22.708
Si	4.5838	10.9169	16.9402
Si	6.8907	5.8693	16.2481
Si	5.7286	2.7336	9.7327
Si	2.78	9.2156	18.6667
Si	7.741	3.5424	11.675
Si	9.04	1.085	10.6396
Si	9.0794	1.6059	15.8908
Si	2.6189	4.6939	16.559
Si	-3.9326	3.4063	14.593
Si	6.1936	10.7028	9.979
Si	16.042	4.5005	18.3343
Si	4.9635	7.181	19.8199
Si	-1.5512	1.1708	22.7281
Si	2.1348	2.3622	12.4969
Si	5.455	10.9607	21.9113
Si	0.0915	6.9443	12.7139
Si	13.76	2.6805	9.6192
Si	10.9421	3.2481	17.7823
Si	8.0848	7.9698	19.3716
Si	-6.3618	1.4727	14.3257
Si	-2.2453	-1.2427	16.7166
Si	2.8936	7.8777	12.3749
Si	-5.7951	1.6034	19.4241
Si	-0.3667	0.6525	13.2698
Si	3.8845	6.6241	22.7137
Si	2.7569	0.4048	20.7054
Si	13.5395	7.8392	9.4542
Si	6.2413	8.6817	15.3051
Si	5.1018	-1.1671	12.8421
O	6.4162	5.0654	17.5739
O	-0.5589	-4.6509	11.3218
O	6.7138	4.9586	14.9332
O	2.2127	9.9995	19.9693
O	-0.2581	5.0545	8.6141
O	1.021	3.81	21.3359
O	1.4604	6.6867	9.6242
O	-5.5891	0.2438	13.6033
O	14.1668	6.4404	13.1109
O	8.5662	11.3111	16.8297
O	5.3202	9.7054	16.1606
O	-1.4761	1.1102	14.3801
O	2.3026	3.986	12.4221
O	6.0035	8.683	13.6822
O	2.6823	4.4812	14.9426
O	6.3203	2.8271	11.2452
O	3.2342	1.7393	13.488
O	14.9084	4.1128	17.234
O	-3.1017	13.5993	15.7866
O	0.7117	5.7073	13.5825
O	7.7716	9.1431	15.5068
O	0.3046	2.4416	19.1687
O	4.5826	5.6613	19.3472
O	7.7457	5.0922	11.1938
O	10.8925	6.5841	17.0681
O	2.748	5.5383	22.2822
O	9.0412	6.6872	19.0576
O	1.2678	7.9978	12.2811
O	-5.4334	0.6348	18.1412
O	7.6291	0.274	10.5624
O	11.2796	-0.6943	13.8803
O	4.2579	3.458	9.7623
O	4.0573	8.2791	19.0337
O	8.4632	6.1868	16.4979
O	1.3736	3.8978	17.2107
O	-0.8348	7.8419	13.7362
O	5.5506	2.7546	14.3292
O	2.549	6.3024	16.8093
O	9.8228	4.3995	18.0714
O	4.1813	1.1261	15.8642
O	3.4215	7.9371	10.8422
O	3.5708	-1.7436	13.0534
O	8.5349	10.8477	22.1714
O	-3.0089	3.3796	13.2743
O	9.956	2.0172	21.4606
O	8.5652	8.5648	20.8122
O	-5.0271	1.156	20.806
O	5.4391	-0.932	11.2638
O	1.3133	8.1482	15.3492
O	2.369	1.8672	10.9554
O	6.5237	7.5031	19.468
O	1.5405	-2.5684	18.0706
O	1.4764	12.1366	21.2788
O	8.9499	2.6556	11.0515
O	3.2097	-0.6204	17.5533
O	8.3114	-1.8731	18.1684
O	10.1728	-1.6281	16.1497
O	-0.5609	2.2532	16.6261
O	0.6927	1.8736	13.0606
O	6.2767	-1.3391	21.5327
O	15.5494	7.2428	21.4056
O	5.9038	0.266	23.4606
O	-4.9201	7.212	15.9705
O	3.533	1.4401	19.696
O	3.8247	-0.1029	21.8454
O	9.9231	0.3221	11.7962
H	8.5524	5.6111	11.3688

Results
free energy: -135569.294 eV
free energy less fixed offsets of H -15.97, N -385.13, O -568.88, Si -635.61 eV per atom: -1.744 eV

Forces (eV/angstrom), in the order of the atoms: element, x, y, z
Si	-0.006	0.007	-0.0125
Si	-0.0067	-0.0198	0.0226
Si	-0.005	0.0162	-0.0027
Si	-0.0011	0.0111	-0.0031
Si	0.001	-0.0008	0.0091
Si	0.0097	-0.0071	-0.0234
Si	0.0149	-0.014	0.0011
Si	0.0214	-0.0236	-0.013
Si	-0.0215	0.0202	0.0068
Si	0.0019	-0.0081	0.0144
Si	-0.0194	0.0113	0.0196
Si	0.0137	-0.0086	0.0189
Si	0.0108	-0.0099	0.0184
Si	-0.0093	0.0145	0.0154
Si	0.0243	-0.002	0.0046
Si	-0.0082	0.0128	0.018
Si	-0.001	-0.0206	0.0164
Si	-0.0017	-0.0005	-0.0042
Si	-0.0026	0.0004	-0.0039
Si	0.008	-0.0035	0.0034
Si	0.0025	0.0028	-0.0092
Si	0.0053	-0.0045	0.0114
Si	0.0022	-0.0024	0.0073
Si	-0.0002	0.0067	0.0006
Si	-0.0579	-0.027	0.3904
Si	-0.1005	0.0267	-0.0778
Si	-0.0999	0.0751	-0.1306
Si	0.0727	0.2266	0.2724
Si	0.0529	0.2674	-0.1691
Si	-0.0144	0.0138	0.1201
Si	0.0389	0.0432	0.0948
Si	-0.0592	-0.0354	-0.2345
Si	0.0815	0.0025	-0.0237
Si	0.0093	0.0297	0
Si	0.029	-0.0705	-0.0044
Si	-0.0141	-0.0013	-0.0056
Si	-0.003	0.0308	0.0076
Si	0.1019	0.0118	-0.0132
Si	0.025	0.0151	-0.0095
Si	0.0113	-0.0463	-0.0245
Si	-0.0563	0.0341	-0.0041
Si	-0.005	0.0186	-0.0099
Si	-0.0308	0.0362	-0.0224
Si	-0.0035	-0.0434	-0.017
Si	0.0353	0.0238	-0.0118
Si	-0.0417	0.037	-0.0128
Si	-0.0204	-0.0146	-0.0183
Si	-0.0225	0.0119	-0.0296
Si	0.0455	-0.0061	0.0284
Si	0.0431	-0.0814	0.0379
Si	-0.0084	0.0434	0.0047
Si	0.0404	-0.0568	0.0008
Si	0.0361	-0.0431	0.0399
Si	-0.0138	0.0501	0.0251
Si	0.0185	-0.0402	-0.0005
Si	0.0167	-0.0042	0.0133
Si	-0.0082	0.0424	0.0143
Si	0.0759	0.101	0.0396
Si	-0.1011	-0.0916	-0.0004
Si	-0.116	-0.0713	0.0081
Si	-0.0134	0.0556	-0.0228
Si	-0.0227	0.0869	0.0007
Si	-0.0489	-0.057	0.0134
Si	-0.0225	0.0214	0.0037
Si	0.2997	0.1989	0.4574
Si	0.3239	0.174	-0.2839
Si	-0.2249	-0.2345	-0.1625
Si	0.0682	0.0673	0.1995
Si	-0.0969	-0.2893	0.068
Si	-0.1466	-0.2667	0.1503
Si	-0.2437	-0.3228	-0.4716
Si	0.2955	-0.0401	-0.2237
Si	0.0071	0.0435	-0.029
Si	0.0047	0.0189	-0.0155
Si	-0.0071	-0.0469	-0.0227
Si	-0.002	0.0056	-0.0062
Si	0.0029	-0.0043	-0.0064
Si	-0.0083	0.0315	-0.0302
Si	-0.0025	0.0207	0.0104
Si	-0.0075	0.0185	-0.0441
Si	0.004	-0.066	-0.0301
Si	0.0164	0.0009	0.0141
Si	-0.0022	0.0107	0.0268
Si	0.0006	-0.0013	0.0316
Si	-0.0209	0.0481	0.0362
Si	-0.0202	-0.0528	0.0016
Si	0.022	0.0045	0.0293
Si	0.0099	0.0071	0.0163
Si	0.0122	0.0417	-0.0457
Si	0.0239	0.0074	0.0165
Si	0.0578	-0.1295	-0.0974
Si	0.0084	-0.0125	-0.0562
Si	-0.0062	-0.0055	-0.036
Si	0.0464	0.0319	-0.0342
Si	-0.0147	-0.0154	0.0314
Si	-0.056	0.0404	-0.0025
O	-0.0264	0.0252	-0.0123
O	-0.0185	0.0055	-0.0042
O	-0.038	0.0169	0.0756
O	-0.01	-0.0021	0.0098
O	-0.01	0.0081	-0.0161
O	-0.0012	0.0103	-0.0199
O	0.0124	0.0078	0.0285
O	-0.0043	-0.0175	-0.009
O	0.0016	-0.0075	0.0379
O	0.006	-0.0115	-0.0228
O	0.0007	-0.0023	-0.0122
O	0.0089	-0.024	0.0014
N	0.0664	-0.0194	0.1022
O	0.015	0.0212	0.1021
O	-0.016	-0.0166	0.028
O	0.0063	-0.0015	0.0138
O	-0.0055	0.0179	-0.0276
O	0.0068	-0.0147	-0.0073
O	-0.0075	0.005	0.0015
O	0.0004	0.0024	-0.0106
O	-0.0142	0.0041	0.0014
O	0.0086	-0.0106	-0.0138
O	0.0068	-0.0069	-0.007
O	-0.0079	0.0056	-0.0068
Si	-0.0107	0.0151	-0.0031
Si	0.001	-0.0067	0.0064
Si	-0.0074	-0.0015	0.0138
Si	-0.002	0.0021	0.0064
Si	0.0114	0.0213	-0.0231
Si	0.0057	-0.0008	0.0083
Si	-0.0016	0.0007	0.0048
Si	0.0116	0.0201	-0.0085
Si	0.011	-0.0008	0.0019
Si	-0.0012	0.0009	0.0116
Si	-0.0342	-0.0108	-0.0089
Si	-0.0032	-0.0121	0.0014
Si	-0.0209	-0.0071	0.0129
Si	-0.0009	-0.0215	-0.0451
Si	-0.0016	0.0034	0.0096
Si	0.0018	-0.0035	0.0062
Si	0.0018	-0.0073	-0.0046
Si	-0.0075	0.0116	-0.0204
Si	-0.0055	0.002	0.005
Si	0.0024	0.0017	0.0073
Si	0.0052	-0.0042	-0.0007
Si	0.0034	-0.0237	0.0247
Si	0.0156	-0.0081	0.01
Si	-0.0002	0.004	0.012
Si	0.0503	-0.0013	-0.0084
Si	-0.0029	-0.0031	0.0138
Si	-0.0021	0.002	0.0039
Si	-0.0021	0.0022	0.0043
Si	-0.0001	-0.0018	0.0187
Si	0.0076	0.0038	-0.005
Si	0.005	0.0028	-0.0041
Si	-0.0098	0.0023	0.011
Si	-0.0098	-0.011	-0.0162
Si	-0.0034	0.0001	-0.0009
Si	-0.0165	0.0254	0
Si	-0.0085	0.0057	0.012
Si	0.0014	0.0127	-0.003
O	-0.0108	-0.0045	0.002
O	0.0161	0.0039	0.0119
O	-0.0023	0.0008	-0.0089
O	-0.001	-0.0047	-0.0008
O	-0.0799	0.0789	0.0182
O	-0.0106	-0.0143	-0.0087
O	-0.0008	-0.0004	0.002
O	-0.0126	0.0056	-0.0062
O	-0.0041	-0.0087	-0.0036
O	-0.0022	-0.0071	-0.0069
O	-0.0044	0.0064	-0.0011
O	0.0072	-0.0035	-0.0047
O	-0.0063	0.0008	0.0067
O	0.0003	-0.004	0.0006
O	-0.0035	0.0067	-0.0062
O	0.019	0.0151	-0.0068
O	-0.0287	0.016	-0.0289
O	0.008	0.003	0.0082
O	-0.0047	0.0021	-0.0125
O	0.0124	-0.007	-0.0063
O	0.0001	-0.0006	-0.0054
O	-0.0001	0.0024	-0.0045
O	0.011	-0.0011	-0.0115
O	-0.0324	-0.038	-0.0083
O	-0.003	-0.0007	-0.0057
O	0.0036	0.0011	0.0102
O	-0.0019	-0.0025	-0.0011
O	-0.0097	-0.0112	-0.0062
O	-0.011	0.0042	-0.0032
O	0.0226	0.0194	-0.0058
O	-0.0042	-0.0032	-0.0046
O	-0.0546	-0.0309	0.0005
O	-0.0095	0.0012	-0.0029
O	-0.0019	0.0022	-0.0012
O	-0.0007	0.0023	-0.0079
O	0.0001	0.0074	-0.0031
O	0.0101	0.0009	-0.0023
O	-0.0037	-0.0004	-0.0065
O	-0.0007	0.0003	-0.0035
O	0.003	-0.0038	-0.0012
O	-0.0203	-0.0052	-0.0047
O	-0.0025	0.0013	-0.0029
O	-0.0039	-0.0075	0.0082
O	-0.0222	0.0017	0.0142
O	0.0096	0.0079	-0.0086
O	-0.0022	0.0009	-0.002
O	-0.0024	0.0071	-0.0083
O	-0.0046	-0.0009	0.0122
O	-0.004	0.0024	-0.0086
O	0.0136	0.0144	0.0143
O	-0.0179	-0.0013	0.005
O	0.0129	0.0115	0.0024
O	0.0033	-0.0058	0.0032
O	-0.0102	0.0082	-0.003
O	-0.0009	-0.0045	-0.0025
O	0.0004	-0.0008	-0.0151
O	-0.0078	0.0031	-0.0023
O	-0.0052	-0.0022	-0.0077
O	0.0415	0.0108	-0.0264
O	0.0032	0.0052	0.0096
O	0.0029	0.0021	-0.0056
O	0.0014	-0.0025	-0.0369
O	-0.001	-0.0021	-0.0038
O	0.0027	0.0001	0.0007
O	-0.0021	0.0035	0.0018
O	0.0067	-0.0018	0.0143
H	0.0151	0.0283	0.0197

The program warned: the cutoff lies below the one the program advises for these potential files; the exchange-correlation potential is rough where the density is thin.
